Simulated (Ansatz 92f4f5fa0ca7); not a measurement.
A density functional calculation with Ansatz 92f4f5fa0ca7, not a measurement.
Periodic cell of 226 atoms, Si133O92P1, from a study of silicon, its oxide and their interface. The atomic structure is a simulated model.
Doubt: the cutoff is far below the 930 eV that the study's wrapper takes by default for these files, so forces and energies are approximate.
This geometry differs little from another in the collection (a relaxation step or a small displacement).

Settings
functional: PBE
potential files: Ansatz PAW
basis: plane waves
wave-function cutoff: 580 eV
density cutoff ratio: 5
exchange-correlation grid ratio: 1
k mesh: 1 x 1 x 1, Gamma-centred
self-consistency stop: 5e-08 eV per atom in the density residual
occupations: fixed
spin: none
net charge: +1 e, with a uniform compensating background and no finite-size correction

Cell vectors (angstrom)
a  10.938  0  0
b  0  10.938  0
c  0  0  31.9494

Atoms and the computed forces on them: element, x, y, z (angstrom), force x, y, z (eV/angstrom)
Si  10.6251  0.0017  24.4115  -0.0248  -0.0005  0.075
Si  5.0756  0.1231  24.6608  0.0016  0.0182  0.0347
Si  2.8218  2.2917  24.524  0.0233  -0.0012  0.0698
Si  8.5701  2.4373  24.5574  0.0026  -0.018  0.0418
Si  10.7073  5.5858  24.3292  0.0147  0.0351  0.0545
Si  5.1565  5.6167  24.4424  -0.0209  -0.0039  0.0692
Si  2.9872  7.9563  24.4008  -0.0035  -0.0275  0.047
Si  8.4178  7.8292  24.4115  0.0212  0.0087  0.0746
Si  1.2918  1.1313  25.8404  0.006  0.0055  -0.0532
Si  6.8164  1.3294  25.7388  -0.0189  0.0005  -0.0217
Si  3.9856  4.0109  25.7299  0.0044  -0.0045  -0.0267
Si  9.69  4.0224  25.8517  -0.0147  -0.0105  -0.0354
Si  1.3379  6.7954  25.6687  -0.0241  0.0011  -0.0209
Si  6.8026  6.7234  25.7514  0.0001  -0.0052  -0.0503
Si  3.9997  9.4657  25.9584  0.0019  0.0231  -0.0385
Si  9.4835  9.4409  25.8026  -0.0074  -0.0097  -0.0319
Si  2.6356  -0.1309  27.2888  0.0136  -0.0014  -0.0057
Si  8.1377  -0.067  27.1433  0.0451  0.0204  -0.0071
Si  0.0799  2.6547  27.2095  -0.0094  -0.0093  0.0023
Si  5.4535  2.7228  27.1099  -0.0197  -0.0152  0.0051
Si  2.6651  5.416  27.1058  0.0217  0.0265  0.007
Si  8.1909  5.3683  27.1292  0.0082  0.0054  0.028
Si  0.0109  8.1525  27.1332  0.0185  0.0083  0.0115
Si  5.5124  8.1427  27.179  -0.004  -0.0032  0.0143
Si  4.0856  1.3269  28.4963  0.028  0.0207  -0.0196
Si  9.5468  1.3182  28.5047  -0.0227  -0.0324  -0.0147
Si  1.387  4.0679  28.5613  0.0414  -0.0108  0.0324
Si  6.8095  4.0617  28.5228  -0.0002  -0.0081  0.0097
Si  4.082  6.7802  28.4875  -0.0106  -0.0497  -0.0185
Si  9.5556  6.7789  28.4839  0.0129  -0.0116  -0.024
Si  1.2972  9.4846  28.6281  -0.0477  -0.0491  0.0627
Si  6.8235  9.5385  28.5591  0.0026  -0.0098  0.0354
Si  -0.0443  -0.0173  29.9347  0.0254  -0.0251  -0.0174
Si  5.4526  -0.0125  29.896  -0.0083  -0.0107  -0.0051
Si  2.772  2.7148  29.8993  -0.0167  0.029  -0.0058
Si  8.1887  2.7007  29.8747  -0.019  0.0166  -0.0052
Si  -0.0161  5.4375  29.8908  -0.0229  -0.0037  -0.0016
Si  5.4549  5.4484  29.887  0.0066  -0.0047  -0.0045
Si  2.7418  8.1411  29.9127  -0.0283  0.0529  -0.0181
Si  8.2199  8.1727  29.8802  -0.0101  0.0142  0.0063
Si  1.3697  1.3776  31.2545  -0.0074  -0.0002  0.0032
Si  6.8217  1.368  31.2597  0.0196  -0.0059  0.0059
Si  4.1166  4.0846  31.278  -0.0079  -0.0048  -0.0053
Si  9.5476  4.0785  31.254  0.0093  0.0031  0.0011
Si  1.3549  6.8084  31.2702  0.0116  -0.0025  0.0099
Si  6.8254  6.8409  31.2463  -0.0051  0.0026  0
Si  4.0916  9.5617  31.2645  0.011  -0.0163  0.0028
Si  9.549  9.5427  31.288  -0.0019  0.0053  0.0003
Si  2.7453  0.0238  0.675  -0.0124  -0.0008  -0.011
Si  8.199  0.014  0.6709  0.0015  0.0015  0.009
Si  0.0098  2.7522  0.6877  0.0045  -0.0014  0.0119
Si  5.4868  2.7475  0.7095  -0.0047  0.0118  -0.0147
Si  2.738  5.4624  0.6773  -0.0003  -0.0072  0.0072
Si  8.2038  5.4872  0.6619  0.0035  0.0086  -0.0112
Si  0.0172  8.2109  0.7028  -0.0068  0.0044  -0.007
Si  5.4813  8.2251  0.6955  -0.0056  0.0108  0.0017
Si  4.1042  1.3886  2.0679  -0.004  -0.013  0.0074
Si  9.5939  1.3576  2.0394  -0.0354  0.0158  0.0213
Si  1.3635  4.1478  2.0665  0.0224  -0.0126  0.0037
Si  6.8426  4.1593  2.0471  0.0331  -0.0225  0.0382
Si  4.0874  6.8514  2.0393  0.0054  0.0093  0.0278
Si  9.5781  6.8408  2.0549  -0.0115  -0.0095  0.0063
Si  1.375  9.6257  2.0493  0.0206  0.0006  0.0332
Si  6.8408  9.635  2.0587  0.0287  -0.0428  0.0099
Si  0.0462  0.0474  3.4721  0.0201  -0.0093  0.0186
Si  5.4816  0.0444  3.4555  -0.0125  0.0087  0.0475
Si  2.7262  2.7788  3.4106  -0.042  -0.0032  -0.0084
Si  8.2497  2.7815  3.3479  0.05  0.0354  -0.0742
Si  0.0078  5.5151  3.4754  0.0191  0.0473  0.0427
Si  5.4749  5.5356  3.4256  -0.0148  0.0193  0.0198
Si  2.7373  8.2636  3.3993  -0.0246  -0.0213  -0.0299
Si  8.2451  8.2684  3.3876  0.033  0.0909  -0.0146
Si  1.3737  1.4751  4.8541  -0.0111  0.0191  -0.0361
Si  6.9086  1.478  4.7264  -0.0298  -0.0555  0.0367
Si  4.0658  4.1663  4.7561  0.0049  0.0548  0.028
Si  9.6048  4.0704  4.7884  -0.0342  0.008  0.0029
Si  1.363  6.9821  4.8361  -0.036  0.0131  -0.0252
Si  6.8306  7.0066  4.7376  -0.0233  -0.0386  0.0493
Si  4.1039  9.5671  4.7984  0.0319  0.0195  0.0259
Si  9.6331  9.5825  4.8322  -0.0509  -0.0445  -0.0157
Si  2.7647  0.0497  6.1177  0.0832  0.0378  -0.0539
Si  8.2959  0.1137  6.0969  -0.0399  0.0148  0.0517
Si  0.0192  2.808  6.3286  -0.0035  -0.0115  0.0226
Si  5.5176  2.847  6.0804  -0.0309  -0.0258  0.0032
Si  2.7539  5.6148  6.1456  0.0839  -0.0369  0.0537
Si  8.2542  5.6008  5.9406  -0.0127  -0.0183  0.0101
P  0.0561  8.3222  6.3535  -0.0193  -0.0879  -0.1515
Si  5.5037  8.3131  6.2544  -0.0001  -0.0041  0.0328
Si  4.4123  1.1994  7.3466  0.0656  -0.0113  -0.1283
Si  9.7932  1.1561  7.6257  0.0585  -0.0632  -0.0534
Si  1.1958  4.5163  7.512  0.0009  0.0432  -0.0233
Si  6.6549  4.5418  7.2654  -0.0388  0.0811  -0.0906
Si  4.3308  6.7077  7.5667  -0.0208  -0.0496  -0.1778
Si  9.7351  6.5987  7.4797  -0.0483  0.1631  -0.0601
Si  1.302  10.0058  7.6903  0.0427  -0.378  0.2283
Si  6.7166  9.9882  7.444  0.0253  0.0259  -0.1747
O  9.579  1.2352  23.9779  0.0152  0.0149  0.0112
O  4.0985  6.8009  23.9423  0.0129  0.0157  0.0103
O  4.0127  1.2379  24.0285  -0.0045  -0.0028  0.0105
O  9.5354  6.698  23.8959  -0.0103  0.0011  0.009
O  0.0233  5.6216  8.0062  -0.0685  0.0317  -0.0437
O  5.5756  0.1613  7.9197  -0.0623  -0.0049  0.0424
O  0.0307  0.0344  8.1374  -0.0076  0.1014  -0.0646
O  5.5312  5.6033  7.8769  0.091  -0.0186  0.0394
O  7.6329  3.9807  8.4411  0.0408  -0.0525  0.068
O  8.7627  7.1548  8.6833  0.0045  -0.0287  0.0437
O  2.1464  9.3785  8.9794  0.0804  0.0723  0.0329
O  8.892  1.6771  8.9254  -0.067  0.074  0.0596
O  7.631  9.5446  8.7388  0.0305  -0.0499  0.0666
O  3.555  1.8161  8.593  -0.0386  0.0733  0.0731
O  3.5839  7.1851  8.9715  -0.0387  0.0646  0.0794
O  2.0672  4.0335  8.8268  0.0677  -0.0557  0.0427
O  8.1402  3.494  23.363  -0.032  0.031  -0.0279
O  0.4522  4.9342  22.954  0.0299  -0.0555  -0.0439
O  1.8994  2.7431  23.245  -0.0418  0.0246  -0.0475
O  5.8329  4.9127  23.1168  0.0448  -0.0396  -0.0425
O  5.5249  9.9818  23.51  0.0259  -0.0273  -0.0222
O  2.4449  8.6959  23.0251  -0.0358  0.0369  -0.0459
O  0.188  10.0647  23.0883  0.0429  -0.0334  -0.0523
O  7.7892  8.5752  23.0768  -0.0483  0.0406  -0.047
Si  8.661  7.6976  18.4404  -0.0003  0.0003  -0.0046
Si  8.7838  6.3569  13.6371  -0.0007  0.0053  0.049
Si  3.7953  1.5371  14.7436  -0.0024  -0.0041  0.0386
Si  2.1381  5.7503  17.6311  -0.0071  -0.0022  0.0046
Si  2.4171  3.1441  19.4897  -0.0118  0.0047  -0.0074
Si  9.8149  9.0346  12.1016  0.0116  0.0058  0.0278
Si  1.3306  9.4214  22.0734  0.0057  -0.0023  0.0321
Si  9.1703  0.967  13.2036  0.0036  -0.0012  0.0498
Si  1.4288  5.0557  13.04  0.0025  0.0096  0.0526
Si  1.7939  8.2588  12.8375  0.0053  0.0065  0.024
Si  6.6497  9.5523  22.4257  0.0148  -0.0209  0.0173
Si  4.528  4.602  15.7122  0.0021  0.0067  0.0294
Si  8.2206  3.0255  9.6026  0.0278  -0.032  -0.0358
Si  0.8419  8.2473  19.2618  0.001  0.0094  -0.0029
Si  6.9496  1.3499  21.0921  0.0046  -0.0035  -0.0218
Si  8.2395  8.3624  9.6834  0.0263  0.0128  -0.051
Si  10.8895  5.2057  15.6163  0.0014  0.001  0.0256
Si  7.5684  9.4982  16.3183  -0.0005  -0.0056  0.0212
Si  9.9301  2.0572  20.2986  -0.0003  0.0005  -0.013
Si  3.213  8.4851  9.9272  -0.1  0.0749  -0.1418
Si  6.6961  3.3459  17.4073  0.0026  0.0033  0.0102
Si  1.1663  0.2117  19.803  0.0024  -0.0066  -0.015
Si  3.2328  2.8127  12.3134  -0.0076  -0.0073  0.0432
Si  7.2216  5.3923  19.6814  0.0011  -0.0086  -0.0063
Si  5.7479  8.6691  11.5391  -0.0067  0.0027  0.0229
Si  5.7828  6.0702  13.2024  0.0019  0.0044  0.0447
Si  4.6351  9.7044  17.6296  -0.0009  -0.0062  0.0073
Si  1.0218  3.5979  22.1694  0.0003  0.0267  0.0357
Si  4.8983  1.485  18.8003  0.0041  -0.002  -0.0038
Si  3.1896  3.0862  9.5361  -0.0499  0.0096  -0.0464
Si  6.4504  10.8169  13.7912  -0.0029  -0.0053  0.0372
Si  10.3488  0.1182  15.976  0.0043  0.0056  0.0159
Si  5.6626  3.6511  11.1622  -0.004  -0.0022  0.0317
Si  9.8512  3.901  11.9178  -0.0077  -0.007  0.0342
Si  2.3445  9.9255  15.5594  -0.0033  -0.0064  0.0191
Si  6.0788  8.1181  19.8009  -0.0029  0.0075  -0.0079
Si  6.9365  3.9723  22.3706  -0.0066  0.0188  0.0182
Si  9.7526  2.7771  17.3682  0.0015  -0.0002  0.0139
O  7.1925  6.3769  13.972  0.0032  -0.0001  -0.0222
O  1.8846  7.0611  18.6784  0.005  -0.0121  0.0049
O  10.2874  4.0387  16.5308  -0.0008  0.0008  -0.0092
O  6.1642  9.9579  17.0496  0.0077  -0.0035  -0.0107
O  10.1462  0.7036  14.4696  0.0027  -0.0041  -0.0147
O  8.4488  6.1148  18.8542  0.0033  0.0053  0.0077
O  5.1671  0.6797  14.427  -0.0017  0.0023  -0.0199
O  5.7158  2.0547  17.5176  0.003  0.0035  -0.0055
O  8.3467  1.9417  20.5565  0.0093  0.0018  0.0167
O  1.9905  4.2997  18.4022  0.0039  0.0135  -0.0013
O  6.9709  2.8027  10.6425  -0.0277  0.0133  -0.0165
O  4.868  2.6983  12.2158  -0.0018  -0.0016  -0.0256
O  6.0314  4.3938  16.3443  -0.0028  0.0017  -0.0137
O  4.5732  3.9009  9.9272  0.0262  -0.0021  0.0103
O  10.6886  2.775  21.5573  -0.0167  -0.0185  -0.0022
O  9.7247  6.1596  14.9661  0.0038  -0.0024  -0.0146
O  6.0103  6.4827  19.8377  -0.0001  -0.0008  0.015
O  4.0833  0.1705  18.2824  0.0002  -0.0034  0.0042
O  9.2557  10.556  12.274  -0.0009  0.0113  -0.0225
O  2.8598  4.3576  12.7142  -0.0051  0.004  -0.0329
O  1.9104  10.7059  21.213  -0.001  0.0169  -0.0058
O  3.9947  2.7243  19.3804  0.0056  -0.0049  0.0126
O  0.729  10.0427  15.963  0.0012  0.0004  -0.0115
O  1.2776  9.8051  18.8375  -0.0001  -0.002  0.0019
O  1.7116  1.666  19.2722  0.0035  0.0008  0.0122
O  8.9373  10.393  16.4959  -0.0031  -0.0033  -0.0066
O  4.8761  8.581  18.7949  -0.0063  0.0049  -0.0009
O  9.5894  8.7536  10.4999  0.0118  0.0061  0.0262
O  6.7505  4.0837  18.8552  -0.0023  -0.0098  -0.0021
O  2.8383  1.7138  13.4147  0.0048  -0.0003  -0.0185
O  5.8301  8.7659  21.2676  -0.0094  -0.0177  -0.0155
O  2.5347  2.4511  10.8858  0.0026  0.007  0.01
O  7.6198  4.8481  21.1713  0.0064  0.0175  -0.015
O  5.211  7.473  12.5373  0.0028  -0.0131  -0.0183
O  0.4295  9.0694  12.5251  -0.0004  -0.0046  -0.0199
O  7.5765  1.0588  13.5718  -0.0019  -0.0023  -0.026
O  7.1101  9.6325  14.7415  0.0013  -0.0009  -0.0108
O  8.9757  5.0332  12.6925  -0.0028  0.0113  -0.0207
O  8.0953  8.0367  16.9102  -0.0057  0.0083  -0.0126
O  6.2129  2.5747  21.9035  -0.0008  -0.0191  0.0107
O  2.467  9.0712  14.1177  0.0012  0.0068  -0.0079
O  0.4317  4.4952  11.8725  0.0056  -0.0007  -0.0299
O  0.8149  8.3168  20.9356  -0.0074  -0.0153  -0.0155
O  9.4096  3.8291  10.3514  0.0014  0.0082  0.0012
O  9.655  2.3876  12.534  0.0008  -0.0095  -0.0234
O  7.6217  8.5616  19.3916  0.0102  -0.0023  0.0106
O  2.5341  8.189  11.3693  -0.0303  -0.0157  0.0471
O  3.9815  3.0596  15.3715  -0.0001  0.0002  -0.016
O  0.8362  4.4895  14.4457  -0.0032  -0.0041  -0.0176
O  10.048  2.998  18.9597  -0.0007  0.0057  -0.0081
O  9.1342  7.8052  12.9471  -0.0041  -0.0127  -0.0157
O  10.5131  0.5375  20.0772  0.0036  -0.0029  0.0159
O  6.0279  5.0385  11.9328  0  0.0075  -0.0226
O  8.1541  2.7421  17.0096  -0.0018  0.0003  -0.0044
O  3.5344  5.4804  16.7271  0.0025  -0.0013  -0.0059
O  4.6598  9.1277  10.3711  0.0326  -0.0099  0.0068
O  1.5467  6.6768  13.1869  -0.0035  -0.0083  -0.0293
O  4.7574  5.4933  14.3431  -0.0016  -0.0044  -0.0184
O  2.0487  3.8551  20.9218  0.0188  -0.0067  -0.0182
O  10.5514  1.413  16.9494  0.0006  -0.0041  -0.0048
O  0.9486  6.0761  16.5554  -0.0013  -0.0011  -0.008
O  7.3304  10.9512  21.9402  0.0021  0.0225  0.0091
O  5.9345  0.9139  19.9147  -0.02  -0.0023  -0.002
O  6.07  10.0241  12.3974  0.0087  0.0172  -0.0124
O  2.8492  0.5475  15.6148  -0.0003  0.001  -0.0105
O  7.0514  8.0152  10.7515  -0.0238  -0.0042  -0.0049
O  10.2465  8.0179  18.6861  -0.0075  -0.0034  0.0085
O  3.4441  9.1949  16.5855  -0.0003  0.0027  -0.0109

Results
free energy: -137633.852 eV
free energy less fixed offsets of O -568.88, P -755.39, Si -635.61 eV per atom: -5.372 eV

The program warned: the cutoff lies below the one the program advises for these potential files; the forces do not sum to zero within the program's tolerance; the exchange-correlation potential is rough where the density is thin.
